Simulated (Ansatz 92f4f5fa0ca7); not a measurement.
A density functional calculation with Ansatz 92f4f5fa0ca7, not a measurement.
Periodic cell of 208 atoms, Si128O80, from a study of silicon, its oxide and their interface. The atomic structure is a simulated model.
Doubt: the cutoff is far below the 930 eV that the study's wrapper takes by default for these files, so forces and energies are approximate.
This geometry differs little from another in the collection (a relaxation step or a small displacement).

Settings: functional PBE; potential files Ansatz PAW; basis plane waves; wave-function cutoff 580 eV; density cutoff ratio 5; exchange-correlation grid ratio 1; k mesh 1 x 1 x 1, Gamma-centred; self-consistency stop 5e-08 eV per atom in the density residual; occupations fixed; spin none; net charge 0.

Cell vectors (angstrom)
a	10.938	0	0
b	0	10.938	0
c	-4.5492	-1.514	30.2589

Atoms: element, x, y, z (angstrom)
Si	-3.1098	-3.1162	22.8711
Si	-0.1249	-0.3944	22.9249
Si	-3.53	2.8678	22.7201
Si	-0.8306	-5.3338	22.6519
Si	-8.8363	-2.647	22.8524
Si	-6.0755	0.0754	22.7687
Si	2.584	2.2897	22.7492
Si	-5.7391	-5.7521	22.8648
Si	-1.8488	-1.5066	24.0883
Si	0.9912	1.2314	24.1509
Si	-1.8366	-6.9971	24.0094
Si	0.8679	-4.2929	24.0085
Si	-7.2425	-1.4933	24.1212
Si	-4.5555	1.2531	24.1063
Si	3.6288	3.9383	24.0878
Si	-4.5711	-4.2733	24.2494
Si	-3.1872	-0.1277	25.4631
Si	-0.4507	2.6043	25.4337
Si	-3.155	-5.6635	25.5064
Si	-0.4596	-2.8973	25.4517
Si	2.3219	-0.1546	25.5174
Si	5.0106	2.6036	25.4911
Si	2.2533	5.3224	25.4336
Si	-5.9295	-2.8623	25.5123
Si	-4.5492	-1.514	26.8407
Si	-1.8147	1.2205	26.8407
Si	-4.5492	3.955	26.8407
Si	-1.8147	-4.2485	26.8407
Si	0.9198	-1.514	26.8407
Si	3.6543	1.2205	26.8407
Si	0.9198	3.955	26.8407
Si	3.6543	-4.2485	26.8407
Si	1.3673	-1.3673	3.418
Si	4.1018	1.3673	3.418
Si	1.3673	4.1018	3.418
Si	4.1018	-4.1018	3.418
Si	6.8362	-1.3673	3.418
Si	-1.3673	1.3673	3.418
Si	6.8362	4.1018	3.418
Si	-1.3673	6.8362	3.418
Si	2.7623	-0.0107	4.8315
Si	5.4665	2.7206	4.8324
Si	2.7131	5.4837	4.7608
Si	5.4698	-2.7171	4.7719
Si	-2.824	0.0428	4.7395
Si	0.0284	2.7322	4.7487
Si	8.2256	5.4447	4.7803
Si	0.027	-2.7575	4.7685
Si	1.3824	1.3934	6.1587
Si	4.087	4.1392	6.135
Si	1.3652	-4.1146	6.1869
Si	4.147	-1.3632	6.2391
Si	-4.1503	1.3419	6.2779
Si	-1.3099	4.1036	6.1298
Si	6.8385	-4.1215	6.0982
Si	-1.4274	-1.3652	5.9606
Si	-0.3275	0.2077	7.2489
Si	2.5109	3.0205	7.4611
Si	0.2389	-5.7001	7.5509
Si	2.9953	-3.0046	7.4765
Si	5.786	-0.3632	7.6967
Si	-2.4447	2.5038	7.4141
Si	5.2519	5.7187	7.4392
Si	-2.8612	-2.5841	7.3589
Si	-3.182	-2.8813	28.2079
Si	-0.4475	-0.1468	28.2079
Si	-3.182	2.5877	28.2079
Si	-0.4475	5.3222	28.2079
Si	2.287	-2.8813	28.2079
Si	-5.9165	-0.1468	28.2079
Si	2.287	2.5877	28.2079
Si	5.0215	-5.6158	28.2079
Si	-1.8147	-1.514	29.5752
Si	0.9198	1.2205	29.5752
Si	-1.8147	3.955	29.5752
Si	0.9198	-4.2485	29.5752
Si	-7.2837	-1.514	29.5752
Si	-4.5492	1.2205	29.5752
Si	3.6543	-6.983	29.5752
Si	-4.5492	-4.2485	29.5752
Si	1.3673	1.3673	0.6835
Si	4.1018	4.1018	0.6835
Si	1.3673	6.8362	0.6835
Si	4.1018	-1.3673	0.6835
Si	6.8362	1.3673	0.6835
Si	-1.3673	4.1018	0.6835
Si	6.8362	-4.1018	0.6835
Si	-1.3673	-1.3673	0.6835
Si	0	0	2.0507
Si	2.7345	2.7345	2.0507
Si	0	5.469	2.0507
Si	2.7345	-2.7345	2.0507
Si	5.469	0	2.0507
Si	8.2035	2.7345	2.0507
Si	5.469	5.469	2.0507
Si	8.2035	-2.7345	2.0507
Si	-6.1496	3.5704	18.4323
Si	-1.2319	3.3151	13.1857
Si	6.8606	2.4566	11.9527
Si	2.5885	-4.6976	12.5603
Si	1.8767	3.3826	12.2519
Si	-2.3798	0.7913	17.9144
Si	4.1608	-2.1392	12.8896
Si	5.3214	0.1264	10.8983
Si	-1.2345	-0.3425	20.1857
Si	-3.4532	2.9329	19.6792
Si	-0.8668	-4.4121	17.0281
Si	2.8724	1.5554	10.1049
Si	0.331	-1.92	18.1787
Si	3.3751	-4.4285	20.6816
Si	1.388	-1.1811	9.4212
Si	1.3628	-1.6201	14.1046
Si	0.204	-2.8279	11.7464
Si	1.6741	-4.3634	15.5011
Si	4.3843	2.6616	14.0477
Si	-0.8304	2.2473	15.861
Si	-0.7346	-6.3119	19.5653
Si	-4.4587	-1.2842	17.6149
Si	1.3434	0.4103	16.3573
Si	2.0255	3.8869	20.0843
Si	-6.5362	0.9703	16.5948
Si	-1.5963	-4.3239	9.7448
Si	3.0677	-3.4908	17.8299
Si	-5.4526	-6.0579	15.8341
Si	-4.251	-1.4063	20.6293
Si	-5.7121	-2.9567	15.7276
Si	-2.3808	-6.2168	15.5091
Si	7.1572	4.3839	9.6286
O	-5.3495	-0.4561	21.3819
O	-4.6021	-6.8524	22.4104
O	2.32	-2.3962	8.8575
O	-6.5012	-6.9272	14.9556
O	-7.2188	1.1714	22.2775
O	-0.5919	0.317	21.5169
O	0.9619	-1.5377	22.4301
O	4.1288	-4.1102	7.9868
O	-2.2029	-3.2021	8.7342
O	-0.3616	-5.0834	8.968
O	0.5409	-0.5236	17.3987
O	-5.8446	-6.124	17.4147
O	-0.5512	-5.8878	21.131
O	1.9594	2.8493	21.3371
O	-0.7061	-5.0703	18.5096
O	-4.0228	-2.7408	21.5395
O	2.2813	0.1453	9.594
O	-1.1171	-3.5522	11.1149
O	7.9656	3.264	8.766
O	5.7472	2.6535	13.1359
O	-4.3613	-2.4729	16.4997
O	2.88	0.464	16.8552
O	-1.9326	-4.1423	22.3506
O	6.9838	-1.4691	7.8824
O	3.9053	-3.7113	12.4094
O	-0.9172	2.126	14.2503
O	4.1202	1.2238	11.0972
O	-4.9439	3.596	19.5442
O	5.3618	-0.1371	9.2823
O	1.1441	-0.1937	14.8431
O	-1.3591	1.3426	7.9141
O	-3.5112	1.7961	18.5043
O	2.8231	-3.1043	21.4432
O	2.2562	-5.0253	14.1409
O	-1.8707	1.1548	16.4347
O	-2.279	-4.7802	16.2865
O	5.9565	5.0809	8.7824
O	0.6857	1.9136	16.363
O	-1.837	4.6493	13.9549
O	-2.4722	2.724	12.2701
O	-6.1845	2.2358	17.5245
O	-2.7826	-0.7095	20.5401
O	-6.2827	-5.0485	21.4753
O	4.9859	-1.24	11.7777
O	-6.4267	1.3408	15.007
O	-5.5688	-4.5194	15.3344
O	0.156	-0.8245	8.4339
O	-4.8471	-1.7539	19.1426
O	0.2076	-4.9244	15.8904
O	-7.1121	-4.0488	19.1574
O	2.682	4.7718	11.8618
O	3.306	2.411	8.7808
O	3.335	3.6428	19.1526
O	1.6449	-2.7402	15.2652
O	-0.6832	-2.8199	17.2663
O	6.4532	3.5967	10.8581
O	2.1645	-5.5212	20.656
O	0.7113	-1.6115	10.8139
O	-1.3959	3.6994	16.3518
O	-2.7351	-5.4153	10.1655
O	-1.1969	0.8126	19.0363
O	0.6161	3.7304	19.2565
O	-0.3734	-1.6246	19.6283
O	-2.953	-0.7053	17.7247
O	2.5723	-4.6974	16.8292
O	0.0552	-2.121	13.2289
O	1.3695	4.1087	8.0053
O	1.7802	-2.6445	18.372
O	1.3282	-3.9849	11.8443
O	6.6843	0.8986	11.41
O	-6.8714	-2.6367	16.8597
O	2.6768	-1.4778	13.1285
O	-3.209	2.32	21.1844
O	2.8766	2.6645	13.3613
O	-3.9482	-6.6477	15.5659
O	-5.4809	-0.1795	17.0061
O	0.2685	3.6705	12.5746
O	1.782	2.4012	10.9562
O	4.9611	-2.1515	14.3238
O	-2.189	3.9183	19.361

Results
free energy: -126870.192 eV
free energy less fixed offsets of O -568.88, Si -635.61 eV per atom: -1.712 eV

Forces (eV/angstrom), in the order of the atoms: element, x, y, z
Si	0.0622	-0.0597	-0.0786
Si	0.0822	-0.0282	-0.0968
Si	-0.0355	0.05	-0.0552
Si	-0.1212	0.0425	-0.1045
Si	-0.0307	0.0338	0.0001
Si	-0.0412	0.0674	-0.0638
Si	0.0721	-0.0936	-0.0766
Si	0.0551	-0.0302	-0.047
Si	-0.0343	-0.0112	0.0366
Si	0.0251	-0.027	0.0319
Si	-0.0252	0.0178	0.0048
Si	0.0469	0.0285	0.0134
Si	-0.0335	-0.0231	0.011
Si	-0.0238	0.0104	0.0275
Si	0.0049	0.0218	0.0392
Si	0.0042	-0.0331	0.0216
Si	0.0242	-0.0082	-0.0448
Si	0.0082	-0.0026	-0.0102
Si	0.0277	0.039	-0.0491
Si	-0.0126	-0.0027	-0.0089
Si	-0.0019	0.0242	-0.0408
Si	-0.0169	-0.0132	-0.0401
Si	-0.0108	-0.0327	-0.0301
Si	0.0203	0.0018	-0.0362
Si	0.0647	0.1905	0.0888
Si	0.0676	0.1308	-0.1854
Si	0.0018	-0.1351	0.2813
Si	0.1107	-0.0994	0.0965
Si	-0.0579	-0.1799	-0.037
Si	0.1607	0.0978	0.3377
Si	-0.117	0.0622	-0.1525
Si	-0.2946	-0.0656	-0.108
Si	0.2839	-0.0086	0.139
Si	0.0555	-0.0495	0.241
Si	0.0807	0.0493	-0.3705
Si	-0.0767	0.1523	-0.0999
Si	-0.3166	0.0553	-0.456
Si	-0.1667	0.1057	-0.1129
Si	0.018	-0.2555	0.1839
Si	0.081	-0.1027	-0.0562
Si	-0.0275	0.0426	0.0039
Si	-0.0088	0.0168	0.0195
Si	0.0289	-0.0027	0.0234
Si	-0.0072	-0.0079	0.0502
Si	0.0095	0.0277	0.0546
Si	-0.0203	-0.0063	0.0423
Si	-0.0431	0.0325	0.0064
Si	-0.0534	0.0416	0.0069
Si	-0.0051	0.0038	-0.0509
Si	-0.0437	0.0221	-0.0338
Si	0.0516	-0.0599	0.0199
Si	0.0736	-0.0549	0.0447
Si	0.0442	-0.0629	0.0159
Si	0.0639	-0.0669	0.0485
Si	-0.015	0.0502	-0.0162
Si	-0.0344	0.0197	-0.0203
Si	-0.1191	0.0657	0.2576
Si	-0.0698	0.1255	0.0991
Si	0.0377	-0.0666	0.0018
Si	0.0856	-0.0492	0.023
Si	0.0722	-0.0919	-0.0161
Si	0.0921	-0.0634	-0.0095
Si	-0.1299	0.1247	0.2218
Si	-0.1108	0.1203	0.23
Si	0.0103	0.0118	-0.039
Si	0.0046	0.0033	-0.0333
Si	-0.0494	-0.0055	0.0216
Si	0.0084	0.0386	0.0084
Si	-0.053	-0.0705	0.0094
Si	0.0464	0.0645	0.0243
Si	0.0126	-0.0421	-0.0274
Si	0.0163	-0.0212	-0.0239
Si	-0.0171	-0.0478	-0.025
Si	0.0273	0.0261	-0.0197
Si	0.003	0.012	-0.0215
Si	-0.0048	0.0014	0.0002
Si	0.0078	0.0197	-0.0282
Si	0.0067	-0.0431	-0.0031
Si	-0.0119	0.0063	-0.0256
Si	-0.0166	0.0281	-0.0269
Si	0.0092	0.0222	0.0249
Si	-0.0007	-0.0438	0.0147
Si	-0.0152	-0.0003	0.0251
Si	-0.0186	0.0442	0.0012
Si	-0.0121	-0.0101	0.0259
Si	-0.0026	0.0241	0.0037
Si	0.0269	0.0053	0.0265
Si	0.0105	-0.0348	0.016
Si	-0.0393	-0.0093	0.0487
Si	-0.0122	0.0464	0.0273
Si	-0.0247	-0.0321	-0.0231
Si	0.0546	0.0379	-0.0338
Si	-0.0126	-0.1004	-0.0359
Si	0.037	-0.0009	-0.0337
Si	-0.0258	0.0107	0.0397
Si	0.0114	0.0413	0.0408
Si	0.0485	-0.0267	-0.0893
Si	0.0081	-0.0132	0.0181
Si	-0.0117	-0.0133	0.0571
Si	-0.0016	0.0195	0.0607
Si	0.0169	0.0115	0.0421
Si	-0.0223	0.0039	-0.0816
Si	-0.018	-0.0351	0.0653
Si	0.0113	0.0216	0.1129
Si	0.0267	0.0022	-0.1357
Si	0.0019	-0.0085	-0.1049
Si	0.0241	0.0128	-0.0343
Si	-0.0042	0.0134	0.1427
Si	0.0067	0.0042	-0.0908
Si	0.0207	0.0051	-0.0501
Si	-0.0945	-0.0416	0.0009
Si	-0.016	-0.022	0.0153
Si	0.042	-0.0154	0.1368
Si	0.0165	-0.0028	-0.0587
Si	0.0075	-0.0124	0.0105
Si	-0.0023	-0.0455	-0.0076
Si	0.0014	-0.0239	-0.0933
Si	0.0208	0.0196	-0.0846
Si	-0.0075	-0.005	-0.0499
Si	0.0016	-0.0037	-0.1023
Si	0.0096	0.0112	-0.0743
Si	-0.0115	0.0819	0.0058
Si	-0.0467	0.0076	-0.118
Si	-0.006	-0.0145	-0.022
Si	-0.005	-0.0058	-0.0356
Si	0.0023	0.0095	-0.0492
Si	0.0038	0.0062	-0.0438
Si	-0.0356	-0.0283	0.0451
O	0.0347	-0.0303	0.041
O	0.0197	0.005	0.0694
O	-0.0747	0.0952	-0.015
O	-0.0036	0.0188	0.0082
O	-0.0356	0.0153	0.0873
O	-0.0092	0.001	0.0762
O	0.0016	0.0221	0.0902
O	0.0781	-0.0842	-0.1329
O	0.0082	-0.0465	-0.1228
O	-0.0399	0.0388	0.0087
O	0.0064	0.0005	0.0426
O	0.0008	-0.0116	0.0539
O	0.0141	0.0253	0.1203
O	-0.0055	0.0087	0.0618
O	0.0034	0.0055	0.048
O	-0.0052	0.0314	0.0399
O	-0.0251	-0.0262	-0.0689
O	-0.0433	-0.0487	-0.0969
O	-0.0553	0.0461	0.0134
O	0.0026	0.0006	-0.0331
O	-0.0122	-0.0045	0.0404
O	-0.0002	-0.0024	0.0306
O	-0.0086	-0.0086	0.0814
O	0.0789	-0.0863	-0.0739
O	-0.0095	-0.0002	-0.0243
O	-0.0075	0.0212	-0.0109
O	-0.0077	0.0071	-0.0616
O	-0.0274	0.01	0.0282
O	0.0125	0.0046	-0.107
O	0.0088	-0.0057	0.0176
O	0.0803	-0.0908	-0.1487
O	0.0095	0.0064	0.0591
O	0.013	-0.0307	0.0121
O	-0.0083	0.0131	0.0141
O	-0.002	0.0204	0.033
O	0.0168	-0.0182	0.0073
O	0.025	-0.005	-0.1174
O	0.0076	0.0027	0.0213
O	-0.0058	0.0114	-0.0088
O	0.0089	0.004	-0.0187
O	0.0047	0.021	0.0587
O	-0.0336	-0.0101	0.0573
O	-0.0257	0.0088	0.0341
O	0.003	0.0203	-0.0539
O	0.0076	0.0064	0.0154
O	0.0106	0.0011	0.0099
O	0.0993	0.0465	-0.0433
O	0.0074	-0.0007	0.0585
O	-0.0061	-0.0055	0.0287
O	0.0113	-0.0139	0.0842
O	-0.0019	-0.0207	-0.0304
O	-0.0095	-0.0023	-0.0627
O	-0.0108	0.0029	0.0493
O	0.001	-0.0049	0.018
O	-0.0069	0.0098	0.0416
O	0.0118	0.0249	-0.0604
O	-0.0088	0.0038	0.0561
O	0.0434	0.0391	-0.1356
O	-0.0042	-0.003	0.0271
O	0.0032	0.0068	-0.037
O	-0.003	-0.0002	0.0594
O	0.0147	0.0129	0.0679
O	-0.0104	0.0019	0.0521
O	-0.0046	-0.0074	0.0314
O	0.0042	0.0268	0.0603
O	0.004	-0.0025	-0.0372
O	0.0586	-0.0479	-0.0904
O	0.0073	0.0004	0.065
O	-0.0135	0.0038	-0.0329
O	0.0088	0.0148	-0.0404
O	-0.0048	-0.0101	0.0481
O	0.0259	0.0138	-0.0202
O	0.0076	-0.0038	0.068
O	-0.0047	0.0071	-0.0134
O	0.0099	-0.0008	0.0199
O	-0.0172	-0.005	0.0375
O	-0.0122	-0.009	-0.0103
O	0.016	-0.0152	-0.0694
O	0.0048	-0.0071	0.0015
O	-0.0003	0.0124	0.0532

The program warned: the cutoff lies below the one the program advises for these potential files; the exchange-correlation potential is rough where the density is thin.
